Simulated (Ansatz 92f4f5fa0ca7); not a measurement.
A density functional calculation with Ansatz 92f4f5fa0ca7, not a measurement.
Periodic cell of 226 atoms, Si134O92, from a study of silicon, its oxide and their interface. The atomic structure is a simulated model.
Doubt: the cutoff is low for norm-conserving oxygen, so forces and energies are approximate.
Doubt: the program's own warning below bears on the result.
This geometry differs little from another in the collection (a relaxation step or a small displacement).

Settings: functional HSE06; potential files SPMS norm-conserving; basis plane waves; wave-function cutoff 800 eV; density cutoff ratio 4; exchange-correlation grid ratio 1; k mesh 1 x 1 x 1, Gamma-centred; occupations fixed; spin none; net charge 0.

Cell vectors (angstrom)
a, 10.938, 0, 0
b, 0, 10.938, 0
c, 0, 0, 32.3861

Atoms: element, x, y, z (angstrom)
Si, 0.2578, -0.1407, 24.7505
Si, 5.2021, 0.2148, 25.1454
Si, 3.1246, 2.5528, 24.8105
Si, 7.9467, 3.0412, 25.0544
Si, -0.3795, 5.698, 24.8811
Si, 5.7899, 5.3063, 25.0379
Si, 2.4659, 8.5081, 24.8603
Si, 8.4107, 7.9894, 24.9305
Si, 1.4022, 1.4451, 26.0969
Si, 6.826, 1.4051, 26.3221
Si, 4.1365, 4.1367, 26.2371
Si, 9.5318, 4.1658, 26.3328
Si, 1.313, 6.8535, 26.1214
Si, 6.8858, 6.8848, 26.3398
Si, 3.9834, 9.5866, 26.3357
Si, 9.6137, 9.6273, 26.1439
Si, 2.6603, 0.0684, 27.6246
Si, 8.2268, -0.0026, 27.5842
Si, 0.0127, 2.7402, 27.5633
Si, 5.4482, 2.7609, 27.6524
Si, 2.7038, 5.4991, 27.5467
Si, 8.1922, 5.5001, 27.6959
Si, -0.0115, 8.2179, 27.5683
Si, 5.4349, 8.2279, 27.6195
Si, 4.1018, 1.3673, 28.9678
Si, 9.5708, 1.3673, 28.9678
Si, 1.3673, 4.1018, 28.9678
Si, 6.8362, 4.1018, 28.9678
Si, 4.1018, 6.8362, 28.9678
Si, 9.5708, 6.8362, 28.9678
Si, 1.3673, 9.5708, 28.9678
Si, 6.8362, 9.5708, 28.9678
Si, 0, 0, 30.3351
Si, 5.469, 0, 30.3351
Si, 2.7345, 2.7345, 30.3351
Si, 8.2035, 2.7345, 30.3351
Si, 0, 5.469, 30.3351
Si, 5.469, 5.469, 30.3351
Si, 2.7345, 8.2035, 30.3351
Si, 8.2035, 8.2035, 30.3351
Si, 1.3673, 1.3673, 31.7023
Si, 6.8362, 1.3673, 31.7023
Si, 4.1018, 4.1018, 31.7023
Si, 9.5708, 4.1018, 31.7023
Si, 1.3673, 6.8362, 31.7023
Si, 6.8362, 6.8362, 31.7023
Si, 4.1018, 9.5708, 31.7023
Si, 9.5708, 9.5708, 31.7023
Si, 2.7345, 0, 0.6835
Si, 8.2035, 0, 0.6835
Si, 0, 2.7345, 0.6835
Si, 5.469, 2.7345, 0.6835
Si, 2.7345, 5.469, 0.6835
Si, 8.2035, 5.469, 0.6835
Si, 0, 8.2035, 0.6835
Si, 5.469, 8.2035, 0.6835
Si, 4.1018, 1.3673, 2.0507
Si, 9.5708, 1.3673, 2.0507
Si, 1.3673, 4.1018, 2.0507
Si, 6.8362, 4.1018, 2.0507
Si, 4.1018, 6.8362, 2.0507
Si, 9.5708, 6.8362, 2.0507
Si, 1.3673, 9.5708, 2.0507
Si, 6.8362, 9.5708, 2.0507
Si, 0, 0, 3.418
Si, 5.469, 0, 3.418
Si, 2.7345, 2.7345, 3.418
Si, 8.2035, 2.7345, 3.418
Si, 0, 5.469, 3.418
Si, 5.469, 5.469, 3.418
Si, 2.7345, 8.2035, 3.418
Si, 8.2035, 8.2035, 3.418
Si, 1.3425, 1.408, 4.7352
Si, 6.8599, 1.3342, 4.8553
Si, 4.1483, 4.0365, 4.7523
Si, 9.5764, 4.0731, 4.8431
Si, 1.3958, 6.7938, 4.7353
Si, 6.8868, 6.7829, 4.7871
Si, 4.1461, 9.5426, 4.7498
Si, 9.5337, 9.5866, 4.7632
Si, 2.7985, 0.0661, 5.9674
Si, 8.1327, -0.1138, 6.29
Si, -0.0437, 2.6545, 6.2332
Si, 5.5054, 2.7214, 6.2237
Si, 2.7141, 5.3532, 6.0505
Si, 8.258, 5.4463, 6.2619
Si, 0.0462, 8.2129, 5.9939
Si, 5.4521, 8.1109, 6.1088
Si, 3.8544, 1.5426, 7.4526
Si, 9.8577, 0.9136, 7.5308
Si, 1.631, 3.7999, 7.4431
Si, 6.5746, 4.3663, 7.5709
Si, 4.2578, 6.502, 7.3372
Si, 9.5037, 7.1281, 7.413
Si, 1.2826, 9.7973, 7.1845
Si, 6.9981, 9.0797, 7.5824
O, 5.4205, 5.4837, 7.8685
O, 0.1333, -0.1481, 7.7651
O, 2.735, 2.6641, 7.8269
O, 8.2985, 8.1338, 7.8416
O, -4.5522, 9.6485, 21.505
O, 6.853, 4.1537, 24.5406
O, 5.7975, 10.2951, 23.9135
O, -0.0221, 4.9082, 23.489
O, 6.2807, 9.11, 9.0514
O, 1.2309, 4.4619, 8.8799
O, 2.1875, 9.3017, 8.4284
O, 7.0413, 3.8478, 9.0503
O, 10.3942, 6.8347, 8.7477
O, 4.2709, 0.8458, 8.8731
O, 3.4738, 7.0196, 8.6615
O, 9.3717, 1.1841, 9.0617
O, 4.1976, 1.3519, 24.5481
O, 8.7216, 2.4457, 23.7582
O, 9.4943, 6.8639, 24.4484
O, 3.2388, 7.8578, 23.5733
O, 7.6894, 8.5121, 23.5587
O, 1.3015, 4.0799, 21.4054
O, -2.2847, 8.9053, 15.3664
O, 9.9144, -0.0186, 19.0302
Si, 11.4834, 13.3049, 12.4388
Si, 2.7804, 8.232, 9.4589
Si, 5.4251, 8.709, 20.6371
Si, -1.7697, 1.2225, 22.8136
Si, 7.1232, 11.6568, 16.0097
Si, 2.6812, 3.9334, 16.6661
Si, 10.9977, 9.7466, 18.8019
Si, 2.8166, 4.0232, 21.957
Si, 8.9807, 7.6029, 16.2557
Si, 11.172, 4.1513, 14.9415
Si, 4.1395, -4.1658, 22.7748
Si, 10.9709, 7.0996, 10.2339
Si, 5.5076, -1.6946, 10.4682
Si, 6.754, 3.2709, 10.5378
Si, 3.0211, 0.6908, 12.9941
Si, 0.6594, 18.2105, 20.1937
Si, 13.539, 6.3448, 18.3078
Si, 3.925, 14.8847, 19.2249
Si, 11.3397, 10.7401, 16.1451
Si, 9.4114, -2.7726, 12.5002
Si, 5.651, -2.0111, 15.7339
Si, 2.6777, -1.4887, 14.8932
Si, 6.8626, -3.4915, 18.1326
Si, 9.072, 3.0372, 20.2568
Si, 6.4071, 4.6201, 13.2196
Si, -3.936, -1.0922, 22.9636
Si, 11.3841, 15.1859, 10.2701
Si, 9.0425, -0.7851, 14.4066
Si, 20.5385, 1.2015, 17.9842
Si, 15.7799, -8.4012, 14.7946
Si, 2.7286, 8.9602, 19.5517
Si, 8.2398, 4.7126, 15.6926
Si, 11.4436, 7.1513, 14.7157
Si, 6.529, 7.5793, 13.0054
Si, 4.674, 11.9886, 10.4336
Si, 0.0065, 4.9198, 21.8707
Si, 9.4065, -8.8612, 10.3971
Si, 17.8085, -6.6359, 18.4596
O, 8.098, 0.0519, 22.9084
O, -3.4356, 4.0422, 16.9801
O, 9.1238, 1.7858, 21.2967
O, 15.0649, 9.5326, 20.0881
O, 5.2546, 6.1167, 23.7377
O, 1.8054, 8.0886, 14.8614
O, 7.8979, 2.2039, 10.9152
O, 1.1142, 6.2764, 18.9843
O, 12.9023, -11.2557, 15.7857
O, 10.5644, 0.5828, 23.3903
O, 3.6601, 5.5528, 19.2458
O, 6.2053, 8.554, 14.2514
O, 3.9224, 8.9238, 10.3487
O, 2.8944, -0.8758, 13.4006
O, 6.8006, 4.4243, 11.6622
O, 12.3181, 9.6486, 24.3419
O, 13.7932, 3.3134, 18.1661
O, 0.0157, -4.4701, 21.4053
O, -0.3428, 8.4161, 19.6254
O, 0.05, -1.3936, 17.1925
O, -0.3281, -3.259, 13.4463
O, 11.0763, 5.6656, 10.9631
O, 7.6684, 14.5602, 19.6961
O, 13.578, -5.3689, 16.8777
O, 5.3373, 2.5079, 10.5798
O, 12.5618, 10.0981, 19.1818
O, -4.6199, 8.2695, 19.3886
O, -1.0139, 8.0682, 10.9845
O, 6.0528, -2.6596, 11.63
O, 5.39, 3.671, 18.6115
O, 8.9986, -1.2451, 12.8646
O, 10.5357, 18.1665, 16.061
O, 14.3708, 11.864, 11.4525
O, -0.1616, 1.1515, 16.8521
O, 6.282, 10.3089, 16.3055
O, 2.0057, 8.0436, 20.6941
O, 14.8574, 3.4187, 15.7785
O, 20.7185, 4.2568, 15.7466
O, 4.069, -1.8325, 15.587
O, 10.3246, 1.5569, 11.632
O, 4.8989, -3.4568, 21.5453
O, 10.5622, 10.5468, 14.7511
O, 8.1329, 6.3205, 15.7457
O, 3.7264, 3.416, 20.7471
O, 5.6869, 10.802, 10.8578
O, 6.8095, 5.9044, 18.5863
O, 16.2193, 3.5462, 13.6161
O, 1.5239, 7.7129, 10.3183
O, 2.8422, 3.1404, 23.3087
O, 14.989, 12.2851, 14.0505
O, 8.1041, -3.6706, 12.7774
O, 9.9767, 3.5241, 9.944
O, 12.516, 12.3142, 13.1396
O, 7.6149, 15.2511, 14.2587
O, 13.9313, 18.8643, 18.2977
O, 8.0493, 11.3788, 14.7017
O, 9.7179, 4.2526, 21.0861
O, 8.4004, 7.8621, 17.7494
O, 5.8586, 6.1411, 13.3308
O, 17.018, 1.8978, 15.6337
O, 10.8801, 3.2642, 13.6302
O, 11.7623, 5.5908, 14.4776
O, 1.325, 14.4217, 15.9314
O, 3.2263, 5.5492, 22.272
O, 12.1909, 3.3279, 11.33
O, 8.1294, 1.0554, 17.2664
O, 9.7657, 2.5373, 18.8731
O, 16.8803, -3.1681, 16.8311

Results
free energy: -56397.258 eV
free energy less fixed offsets of O -447.96, Si -113.29 eV per atom: -4.078 eV
gap between the highest filled and lowest empty level on this k mesh: 1.200 eV

The program warned: the cutoff lies below the one the program advises for these potential files; the model core charge is not resolved on the grid; the forces do not sum to zero within the program's tolerance; the exchange-correlation potential is rough where the density is thin.
